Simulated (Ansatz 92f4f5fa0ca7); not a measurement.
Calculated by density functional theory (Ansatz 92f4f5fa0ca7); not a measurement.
Periodic cell of 256 atoms, Si144O112, from a study of silicon, its oxide and their interface. The atomic structure is a simulated model.
This geometry differs little from another in the collection (a relaxation step or a small displacement).

Settings: functional r2SCAN; potential files Ansatz PAW; basis plane waves; wave-function cutoff 800 eV; density cutoff ratio 5; exchange-correlation grid ratio 1; k mesh 1 x 1 x 1, shifted by 0.5 0.5 0 of a step; self-consistency stop 1e-10 eV per atom in the density residual; occupations fixed; spin none; net charge 0.

Cell vectors (angstrom)
a, 10.88, 0, 0
b, 0, 10.88, 0
c, -0.3009, 0.428, 36.3142

Atoms and the computed forces on them: element, x, y, z (angstrom), force x, y, z (eV/angstrom)
Si, 1.6084, -1.5958, -0.0315, -0.0013, 0.0008, -0.0098
Si, 4.2759, 1.1174, 0.122, -0.0013, 0.0008, -0.0083
Si, 1.179, 4.2952, 0.122, 0.0015, -0.0006, -0.0074
Si, 3.956, -3.6754, 0.1103, 0.002, 0.0022, -0.006
Si, -4.43, -1.0932, 0.2791, -0.002, -0.0026, -0.008
Si, -1.5576, 1.464, 0.1332, 0.0003, -0.0024, -0.0071
Si, 7.1247, 3.703, 0.0285, -0.0025, 0.0005, -0.0082
Si, -1.0583, -4.3862, 0.0496, -0.0018, 0.0019, -0.0089
Si, 2.6951, -0.0388, 1.3924, 0.0001, -0.0007, 0.0004
Si, 5.4749, 2.6951, 1.3788, -0.0006, 0.0001, 0.0013
Si, 2.801, -5.3822, 1.3082, -0.0005, 0.0005, -0.0002
Si, 5.3448, -2.6138, 1.6396, -0.001, 0.0004, 0.0017
Si, -2.7436, -0.0158, 1.4682, -0.0002, 0.0006, 0.0013
Si, 0.0079, 2.7022, 1.3901, -0.0008, -0.0001, 0.0005
Si, 8.1624, 5.4, 1.3094, -0.0005, 0, 0.0005
Si, 0.039, -2.7438, 1.3169, 0.0001, 0.0004, 0.0004
Si, 1.3585, 1.3496, 2.7263, -0.0008, 0, 0.0001
Si, 4.113, 4.1019, 2.6826, -0.0006, -0.0003, -0.0007
Si, 1.4013, -4.0725, 2.7279, -0.0004, 0, -0.0003
Si, 3.9832, -1.2941, 2.9279, -0.0005, 0.0003, 0.0002
Si, 6.7817, 1.3522, 2.82, -0.0006, 0.0004, -0.0004
Si, 9.504, 4.0644, 2.748, -0.0003, -0.0001, -0.0007
Si, 6.809, 6.7804, 2.7086, -0.0006, -0.0004, -0.0001
Si, -1.3369, -1.4062, 2.7089, -0.0001, -0.0006, -0.0002
Si, -0.0088, -0.0116, 4.0771, -0.0005, 0.0004, -0.0002
Si, 2.7356, 2.7328, 4.0498, -0.0008, 0.0007, -0.0007
Si, 0.0147, 5.435, 4.0686, -0.0002, 0.0003, 0.0004
Si, 2.668, -2.7293, 4.1822, -0.0009, -0.0004, 0.0008
Si, 5.4219, 0.0291, 4.1909, -0.0005, -0.0005, 0.0009
Si, 8.1566, 2.723, 4.1296, -0.0004, 0.0001, -0.0005
Si, 5.4494, 5.4397, 4.0808, -0.0011, 0.0004, 0.0001
Si, 8.1743, -2.7481, 4.0733, -0.001, 0, -0.0001
Si, 1.3587, -1.3659, 10.9041, -0.0006, 0, -0.0003
Si, 4.0787, 1.3669, 10.9024, -0.0003, 0.0001, -0.0002
Si, 1.3521, 4.1087, 10.8276, -0.0008, -0.0004, -0.0011
Si, 4.0762, -4.0971, 10.8335, 0.0001, -0.0001, -0.001
Si, 6.789, -1.3552, 10.8097, -0.0014, -0.0002, -0.0003
Si, -1.3732, 1.3653, 10.8173, -0.0007, 0.0012, -0.0003
Si, 6.7965, 4.0752, 10.9203, -0.0008, 0.0005, -0.0006
Si, -1.3576, 6.8001, 10.9162, -0.0004, -0.0001, -0.0007
Si, 2.7208, 0.0025, 12.2548, -0.0007, 0.0001, -0.0007
Si, 5.4257, 2.7208, 12.291, -0.001, 0.0006, -0.0004
Si, 2.706, 5.448, 12.1998, -0.0008, 0.0004, -0.0007
Si, 5.4556, -2.7382, 12.1349, -0.0005, -0.0002, -0.0002
Si, -2.7287, -0.0046, 12.1455, -0.0008, -0.0003, 0.0005
Si, -0.0307, 2.7596, 12.1331, -0.0007, -0.0001, 0
Si, 8.1594, 5.4426, 12.2853, -0.0006, 0.0001, -0.0011
Si, 0.0067, -2.7228, 12.2881, -0.0006, -0.0001, -0.001
Si, 1.2996, 1.415, 13.4962, 0.0003, -0.0005, 0.0016
Si, 4.0267, 4.0982, 13.616, -0.0001, -0.001, 0.0021
Si, 1.3909, -4.0861, 13.6342, -0.0011, 0.0008, 0.0009
Si, 4.1217, -1.4152, 13.5141, -0.0011, 0.0009, 0.0012
Si, -4.0422, 1.3274, 13.564, -0.001, 0.0012, 0.003
Si, -1.3258, 4.0802, 13.6012, -0.0018, 0.0007, 0.0011
Si, 6.7819, -4.0415, 13.5857, 0.0004, -0.0008, 0.0013
Si, -1.4073, -1.3399, 13.5632, -0.0002, -0.0006, 0.0017
Si, -0.2732, 0.2879, 14.7976, -0.0023, 0.0005, -0.0101
Si, 2.3958, 2.9437, 14.8797, -0.0017, 0.0022, -0.009
Si, 0.2494, -5.67, 14.9518, 0.0009, -0.0003, -0.0093
Si, 3.003, -2.9275, 14.9108, -0.0001, -0.0014, -0.0104
Si, 5.7228, -0.3202, 14.8005, 0.0004, 0.0003, -0.0079
Si, -2.4668, 2.4787, 14.8724, 0.0007, -0.0016, -0.0085
Si, 5.1761, 5.7207, 14.8709, -0.0019, 0.0009, -0.0087
Si, -2.9359, -2.4919, 14.937, -0.0022, 0.0015, -0.0094
Si, 3.2976, -1.1542, 23.6165, -0.0007, -0.0004, 0.0094
Si, 2.3951, 4.1926, 24.8227, -0.0045, 0.0013, 0.0144
Si, 6.4645, 3.7755, 16.9505, 0.002, 0.0002, -0.0117
Si, -2.4037, -0.2197, 22.858, 0, -0.0006, 0.0094
Si, -1.0964, -2.0243, -4.5288, -0.0022, 0.0009, 0.0039
Si, 3.0084, 2.9572, -2.0583, 0.0013, -0.0002, -0.009
Si, -2.0726, 1.3913, 20.5711, 0.002, 0.0012, 0.0004
Si, 1.8469, 2.4903, -6.9164, -0.0015, -0.0028, 0.0143
Si, 0.9754, 2.2311, -4.0645, -0.0013, 0.0024, 0.0007
Si, 0.9846, 4.9382, 22.0426, 0.0005, 0.0003, 0.0055
Si, 2.9785, 1.85, 23.2015, 0.0006, -0.001, 0.0082
Si, 7.3229, 4.0362, 19.9337, -0.0038, -0.001, -0.0071
Si, 0.5567, 4.1806, -9.1518, 0.0001, -0.0006, 0.0139
Si, 1.1753, -1.4697, 17.0068, -0.0008, -0.0015, -0.0155
Si, 7.0472, -0.8756, -5.6723, 0.0007, 0.0003, 0.0078
Si, 2.648, 0.2628, 19.1885, 0.0022, 0.0007, -0.0102
Si, 3.3957, -4.4709, 21.4523, 0.0013, 0.001, 0.0035
Si, -1.2362, -4.1384, 22.7708, -0.0008, 0.0011, 0.0073
Si, 4.3248, -1.6899, 20.8977, 0.0008, -0.0004, 0.0073
Si, 4.7105, -5.1046, 24.0648, 0.0019, 0.0007, 0.0108
Si, 1.8475, -2.2676, -5.8897, -0.0017, 0.0002, 0.0092
Si, -2.2014, -4.2324, -2.7959, 0.0002, -0.0007, -0.0033
Si, 0.9478, 2.0681, 20.977, 0.0012, 0.0017, -0.0002
Si, 3.7742, -2.0663, -9.6847, -0.0006, 0.0011, 0.0103
Si, 2.1546, -4.357, -8.187, 0.0026, -0.0006, 0.0122
Si, 5.7948, -5.0159, -5.0499, -0.0022, -0.0043, 0.0055
Si, 4.2557, 1.4893, 16.9006, 0.0031, -0.0041, -0.0102
Si, 2.1465, -0.1773, -8.1997, 0.0013, 0.0002, 0.0108
Si, 5.9986, -2.9654, -1.9451, -0.0018, 0.0011, -0.0043
Si, -2.606, -5.2207, -6.5243, -0.0004, -0.0015, 0.0116
Si, 7.0453, 2.0413, -4.6573, 0.0001, 0.0058, 0.0035
Si, -2.2839, -3.9858, 19.9469, 0.001, 0.0004, -0.0065
Si, 4.5599, -2.3771, -4.3589, 0.0015, 0.0017, 0.0025
Si, -2.3798, 3.0923, -10.0029, -0.0003, -0.0016, 0.0114
Si, 7.7891, -5.1147, -11.3203, 0.0002, -0.0007, 0.0114
Si, -1.0085, -3.7494, 17.1308, -0.0004, 0, -0.0189
Si, 8.107, 0.2029, -10.6867, -0.0012, 0.0022, 0.0121
Si, -1.5125, 4.0188, -4.1691, 0.0015, -0.0007, 0.0014
Si, 4.1261, 4.3235, -7.2548, 0.003, 0.0055, 0.0135
Si, 0.2535, -1.5879, 23.7436, 0.001, 0.0009, 0.0094
Si, 7.3429, -1.2566, 20.3776, 0.0034, -0.0008, 0.0007
Si, 6.7252, 3.2883, -7.6072, 0.0002, -0.0006, 0.0142
Si, -1.9635, -3.4351, -8.8397, 0.0022, -0.0009, 0.0143
Si, -0.1402, -0.1355, -2.2493, -0.001, -0.0009, -0.0078
Si, -0.1801, -1.2552, -9.696, -0.0011, 0, 0.0102
Si, 5.7324, 3.8173, -2.755, -0.002, 0.0006, -0.0059
Si, 4.8868, 3.8781, 21.8154, 0.0003, 0.0001, 0.0051
Si, 6.583, -1.2736, -8.6508, 0.0013, 0.003, 0.0131
Si, 1.3182, -1.3474, 5.4842, -0.0002, -0.0004, -0.0004
Si, 4.0614, 1.4048, 5.4791, -0.0002, 0, -0.0006
Si, 1.3682, 4.0737, 5.4326, -0.0007, 0.0003, -0.0003
Si, 4.0871, 6.79, 5.4656, -0.0006, -0.0002, -0.0009
Si, 6.8102, -1.3826, 5.4572, -0.0006, -0.0006, -0.0006
Si, -1.359, 1.3468, 5.4566, -0.0007, -0.0003, -0.0005
Si, 6.7926, 4.0895, 5.4577, -0.0011, -0.0001, -0.0004
Si, -1.3469, 6.7913, 5.4371, -0.0003, -0.0001, -0.0001
Si, 2.704, 0.016, 6.807, -0.0007, -0.0001, -0.0008
Si, 5.4302, 2.7445, 6.8154, -0.0006, 0.0001, -0.0008
Si, 2.7196, 5.4305, 6.8128, -0.0007, -0.0003, -0.001
Si, 5.4459, -2.7295, 6.8244, -0.0006, 0, -0.001
Si, -2.721, -0.01, 6.8164, -0.0006, 0.0001, -0.0009
Si, 0.0056, 2.7155, 6.8056, -0.0005, 0.0002, -0.0009
Si, -2.7179, 5.4452, 6.7952, -0.0002, 0.0001, -0.0004
Si, -0.0249, -2.7163, 6.8142, -0.0005, 0, -0.0006
Si, 1.3605, 1.3601, 8.1745, -0.0005, -0.0001, -0.0001
Si, 4.0798, 4.0781, 8.1765, -0.0007, -0.0003, -0.0002
Si, 1.3492, 6.8113, 8.1494, -0.0004, -0.0003, -0.0002
Si, 4.0656, -1.35, 8.1521, -0.0005, -0.0004, 0.0001
Si, 6.7824, 1.3686, 8.1469, -0.0002, -0.0002, -0.0002
Si, -1.3699, 4.085, 8.1516, -0.0006, -0.0004, -0.0001
Si, 6.8113, -4.0936, 8.172, -0.001, 0, -0.0001
Si, -1.3653, -1.3688, 8.1763, -0.0008, -0.0001, -0.0001
Si, 0.0073, -0.0118, 9.5199, -0.0008, -0.0003, -0.0004
Si, 2.723, 2.7192, 9.5275, -0.0004, -0.0003, -0.0004
Si, -0.0184, 5.4625, 9.5027, -0.0007, 0.0003, -0.0005
Si, 2.7087, -2.7148, 9.5126, -0.001, 0.0003, -0.0005
Si, 5.4183, 0.0188, 9.5017, -0.0012, 0.0005, -0.0005
Si, 8.1343, 2.7305, 9.5048, -0.0009, 0.0002, -0.0003
Si, 5.451, 5.4202, 9.524, -0.0004, -0.0001, -0.0003
Si, 8.1697, -2.7338, 9.5255, -0.0006, -0.0004, -0.0004
O, 7.8321, -5.3634, 20.379, -0.0021, -0.0006, -0.0045
O, -1.0208, -1.0971, -3.1997, 0.0018, 0.0011, 0.0011
O, 5.356, 4.5393, 23.2209, 0, -0.0011, -0.0041
O, 7.1834, -4.4091, -5.6287, 0.0011, -0.0015, -0.0029
O, 1.7639, -1.5053, 23.1619, 0.0004, 0.0001, -0.0039
O, -1.4669, -4.2948, 18.5833, -0.0027, 0, 0.0106
O, 4.7454, -3.9627, -4.4974, -0.0013, -0.002, -0.0034
O, -1.5218, -0.4555, -9.956, -0.0006, -0.0019, -0.0079
O, 3.08, 3.4076, -6.4398, 0.0013, 0.0016, -0.004
O, 5.4191, 0.034, -0.3207, 0.0001, -0.0001, 0.0014
O, 4.0896, -4.0527, 15.4226, 0.0001, -0.0003, 0.0061
O, 6.8918, -1.9937, -1.008, -0.0003, 0.0049, 0.0088
O, 4.9893, -2.0431, -2.8322, -0.0006, -0.0025, -0.0002
O, -2.6178, 2.5965, -0.3652, -0.0001, -0.0005, 0.0049
O, 7.4206, 4.7408, -7.5263, -0.0001, -0.0005, -0.006
O, -1.9764, 5.0578, -3.0152, -0.0015, 0.0004, 0.0019
O, 5.7299, -1.205, 20.2632, 0.0028, 0.0007, -0.0003
O, 2.885, 2.6758, 24.5934, -0.0004, -0.0011, -0.0046
O, 3.5847, 1.6771, -1.252, 0.0013, -0.0015, 0.0079
O, 6.1553, 3.4997, 20.9103, 0.0031, 0.0005, -0.0018
O, 7.6984, -2.4192, -8.6701, 0.0008, 0.0001, -0.002
O, 1.5512, 1.6448, 22.4323, -0.0018, 0.0002, -0.0023
O, 0.9835, -0.9671, -1.4148, 0.0031, -0.0026, 0.0088
O, 3.2074, -0.6557, 20.3823, 0.0001, -0.0006, -0.0011
O, 3.8604, 0.847, 18.3097, -0.0017, 0.0018, -0.0017
O, 5.0187, 5.0982, -6.2002, -0.0035, -0.0009, -0.0094
O, 3.1255, -0.618, -9.3915, 0.0015, -0.0012, -0.0051
O, 1.3337, 4.0701, 15.439, -0.0006, -0.0002, 0.0043
O, 2.7697, -2.6819, -0.4697, -0.0008, 0.0005, 0.0032
O, 6.5894, 4.1465, -1.4364, 0.0049, -0.0003, 0.0079
O, 2.9931, -2.1383, -4.7208, -0.0009, 0.0011, -0.0031
O, 5.9095, 5.0685, 16.1676, 0.004, -0.0059, 0.0128
O, 0.5085, 0.9396, -3.2446, -0.0003, -0.001, 0.0043
O, 6.8219, -1.3847, 15.4088, -0.0007, 0.0003, 0.0071
O, 5.1789, -2.0594, -8.8729, -0.0026, 0.0005, -0.0055
O, -2.4291, 2.6875, -4.1832, -0.0002, 0.0005, -0.0003
O, 5.3236, 2.6627, 17.075, 0.0006, -0.0022, -0.004
O, 6.7939, -0.1505, -9.8077, 0.0021, 0.0023, -0.0052
O, 6.6951, 2.5915, -6.1455, 0.0019, 0.0027, -0.0068
O, -1.6213, 4.7667, -5.6056, -0.0008, 0.0009, -0.0036
O, 7.7662, -1.3496, 21.9423, 0.0006, 0.0006, -0.0037
O, 8.1058, 0.0971, 19.8023, 0.0007, 0.0006, 0.0003
O, 7.6369, -0.1213, 24.2163, -0.0017, 0.0002, -0.0115
O, 7.7473, 4.2138, -10.8764, -0.0013, 0.0034, -0.0041
O, 3.8973, -3.2281, 20.5373, 0.0013, 0, -0.0008
O, 5.9196, -4.2876, 24.7737, -0.0024, -0.0004, -0.0038
O, -2.5263, 1.2186, 22.1194, 0.0004, 0.0019, -0.0051
O, 3.8746, -4.2155, 22.9912, -0.0001, 0.0012, -0.0042
O, 2.4467, 2.5764, -3.5121, 0.0015, 0.0008, 0.0036
O, 1.6769, -0.6881, 18.3155, 0.003, 0.0031, 0.0068
O, -0.3038, -3.1006, 23.5935, -0.0006, -0.0016, -0.0055
O, 5.1873, 3.4443, -8.124, -0.0005, 0, -0.0036
O, 4.0003, 2.5632, 22.1459, -0.0002, 0.0004, -0.0016
O, 4.9147, 0.2951, 16.0583, -0.007, 0.0076, 0.0131
O, 0.1051, -2.6114, 17.3846, -0.0008, -0.0004, 0.0047
O, -0.4569, 1.3595, 20.6018, 0.0017, 0.0006, -0.0022
O, 6.7776, -0.5182, -7.2298, -0.0006, -0.0009, -0.0082
O, 0.0602, 5.3745, -0.3795, -0.0004, -0.0007, 0.0017
O, -1.6086, -3.7892, -1.3606, 0.0012, -0.0015, 0.008
O, -0.3893, -4.9934, 16.2957, -0.0035, 0.0058, 0.0114
O, 4.3633, -1.6259, 22.5054, 0.0018, 0, -0.0016
O, 2.2985, -1.0991, -6.8964, 0.0001, 0.0043, -0.0075
O, 7.1102, -3.7761, -2.8075, -0.0015, 0.0019, -0.001
O, 1.085, 1.8756, -5.6365, 0.0027, 0.002, -0.0058
O, 7.6616, 2.5623, -8.7042, 0.0033, 0.0012, -0.0076
O, 3.9397, 4.7634, -11.1683, -0.0002, 0.0002, -0.0044
O, 3.9696, -2.2559, -11.2743, -0.0005, 0.0001, -0.0093
O, 3.5031, 0.432, 23.7058, -0.0026, 0.001, -0.0035
O, -1.4298, -3.5797, 21.2623, 0.0004, 0.0003, -0.0033
O, -0.5605, -2.6626, -9.0177, 0.0013, 0.0013, -0.0024
O, -2.3789, -1.6032, -5.4544, -0.001, 0.0002, -0.0016
O, 2.4181, -2.1686, 16.2352, -0.0054, 0.0038, 0.0104
O, 0.4729, -0.369, 16.0724, 0.0034, -0.004, 0.0114
O, -2.3767, 1.7542, -10.9181, 0.0017, -0.0006, -0.0031
O, 5.6882, -1.6775, -5.2824, 0.0013, 0.0004, 0.0026
O, 4.0514, 4.9984, 20.9808, -0.0001, 0.0004, -0.0015
O, 1.5871, 3.7973, -10.3363, 0.0052, -0.0011, -0.0116
O, -0.8345, -0.5982, 23.0542, -0.001, 0.002, -0.0008
O, 5.0286, -3.9887, -1.1108, -0.0035, -0.0005, 0.0079
O, -2.2528, -3.1336, 16.2815, 0.0054, -0.0027, 0.0119
O, 1.8826, -3.682, -6.719, 0.0006, -0.0014, -0.0069
O, 1.7799, -4.6895, 21.3584, 0.0002, -0.0003, -0.001
O, 1.8091, 3.6225, -1.218, -0.0052, 0.0018, 0.011
O, -2.4694, 2.8328, 19.9644, 0.0007, -0.0006, -0.0012
O, 7.7572, 3.1632, 16.1998, -0.0097, 0.0058, 0.0127
O, 1.9256, 1.5618, 19.8028, 0.0013, 0.0005, 0.0006
O, 0.8097, 3.3364, -7.8032, -0.0035, 0.0045, -0.0071
O, -0.4831, 5.3284, 22.5727, 0.0013, -0.0003, -0.0029
O, 0.6281, -0.3024, -8.6986, -0.0029, 0.0006, -0.0073
O, 1.822, 4.5777, 23.3655, -0.0026, 0.0017, -0.0064
O, 0.8329, -5.1244, -8.7874, 0.0001, -0.0006, -0.0034
O, 0.343, -2.0238, -5.3034, 0.0024, 0, -0.0032
O, 5.9708, 2.3714, -3.4722, 0.0006, 0.0019, 0.0006
O, -1.7497, -4.2508, -7.4638, -0.0008, 0.0012, -0.0075
O, -0.0085, 3.5054, -3.8829, 0.0003, -0.0007, -0.0004
O, 2.484, 1.3355, -7.8278, -0.0018, -0.0015, -0.0051
O, 7.1379, 0.4481, -4.7625, -0.0004, 0.0006, -0.0018
O, -0.9382, 3.7571, -9.6244, 0.0005, 0.0016, -0.0035
O, -1.3846, -3.522, -3.9946, -0.0008, 0.0004, 0.0015
O, 0.8515, 3.6923, 21.0144, 0.0002, 0.0009, -0.0002
O, 3.2999, 5.3783, -8.1357, 0.0028, 0.0002, -0.002
O, -2.5967, -4.4158, 23.6033, 0.0025, 0.001, -0.0063
O, 2.7418, -3.206, -9.1629, 0.0017, 0.0019, -0.0045
O, -1.3638, 1.3724, 15.3812, -0.0004, 0.0005, 0.0039
O, 6.8528, 4.2516, 18.4197, -0.0045, -0.0059, 0.0025
O, 4.1978, 4.0097, -2.3076, 0.0007, -0.0027, -0.001
O, 6.1863, 4.8313, -3.9005, -0.0024, 0.0041, 0.0005
O, 0.6733, -1.5716, -11.0222, 0.002, -0.0028, -0.0086
O, -2.3252, -4.3084, -10.1493, -0.002, -0.0023, -0.0091
O, 7.7339, -2.6434, 19.6297, 0.0001, -0.0007, 0.0015
O, 2.9526, 2.1082, 16.1686, 0.004, -0.0046, 0.013
O, -1.0575, 0.6508, -1.1837, -0.0039, 0.004, 0.009

Results
free energy: -155994.029 eV
free energy less fixed offsets of O -570.45, Si -639.56 eV per atom: -6.989 eV

The program warned: the cutoff lies below the one the program advises for these potential files; the forces do not sum to zero within the program's tolerance; empty levels may hold ghost states of the PAW files; the exchange-correlation potential is rough where the density is thin.
